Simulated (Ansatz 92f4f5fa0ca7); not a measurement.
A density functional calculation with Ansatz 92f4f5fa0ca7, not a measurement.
Periodic cell of 140 atoms, Si84O56, from a study of silicon, its oxide and their interface. The atomic structure is a simulated model.

Settings: functional r2SCAN; potential files Ansatz norm-conserving; basis plane waves; wave-function cutoff 1300 eV; density cutoff ratio 4; exchange-correlation grid ratio 1; k mesh 2 x 2 x 1, shifted by 0.5 0.5 0.5 of a step; self-consistency stop 5e-08 eV per atom in the density residual; occupations Fermi-Dirac, 0.05 eV; spin none; net charge 0.

Cell vectors (angstrom)
a, 10.88, 0, 0
b, 0, 10.88, 0
c, 0, 0, 20.529

Atoms: element, x, y, z (angstrom)
Si, 0.6989, -0.5891, -0.0044
Si, 2.7562, 2.8142, -0.0132
Si, 0.5488, 5.0731, 0.0618
Si, 2.4127, 8.5762, -0.0112
Si, 5.8046, 0.1992, 0.0186
Si, 8.2375, 3.1772, 0.0079
Si, 6.3429, 4.6625, -0.0726
Si, 8.1323, 9.0251, -0.4334
Si, 1.4732, 1.3086, 1.2598
Si, 4.4277, 4.015, 1.2481
Si, 1.5036, 6.8829, 1.3017
Si, 4.0989, 9.7833, 1.1742
Si, 7.1707, 1.4758, 1.3718
Si, 9.8045, 4.0718, 1.4657
Si, 7.2317, 6.5385, 0.9276
Si, 9.679, 9.6271, 1.2973
Si, 0.1682, 2.6401, 2.7435
Si, 2.8433, 0.1345, 2.7014
Si, 0.0221, 8.1282, 2.6653
Si, 2.966, 5.5142, 2.5913
Si, 5.6651, 2.7055, 2.7235
Si, 8.4133, 0.1103, 2.7537
Si, 5.3307, 8.4605, 2.6821
Si, 8.4968, 5.5052, 2.6901
Si, 1.5334, 4.1364, 3.982
Si, 4.1991, 1.4421, 4.1287
Si, 1.396, 9.6066, 3.9424
Si, 4.1959, 6.9367, 4.0475
Si, 7.0471, 4.1366, 3.9868
Si, 9.6361, 1.4621, 4.1984
Si, 6.8826, 9.6649, 4.0253
Si, 9.6661, 6.847, 4.1778
Si, 0.0988, 0.0519, 5.4414
Si, 2.7833, 2.8282, 5.4509
Si, 0.1848, 5.4277, 5.4865
Si, 2.7176, 8.2955, 5.3338
Si, 5.5565, 0.0937, 5.4918
Si, 8.2648, 2.8334, 5.586
Si, 5.6853, 5.5096, 5.267
Si, 8.1832, 8.229, 5.3761
Si, 1.3786, 1.4348, 6.8653
Si, 4.258, 4.2521, 6.6201
Si, 1.4798, 6.9138, 6.7615
Si, 4.094, 9.5902, 6.7229
Si, 6.7848, 1.4866, 6.9531
Si, 9.6891, 4.159, 6.9761
Si, 6.9536, 6.7874, 6.7634
Si, 9.4766, 9.6294, 6.7317
Si, -0.1057, 2.6061, 8.45
Si, 2.781, 0.0736, 8.1838
Si, -0.0374, 8.2806, 8.0091
Si, 3.4024, 6.0541, 7.8553
Si, 5.3213, 2.9216, 8.203
Si, 8.0675, -0.0342, 8.2395
Si, 5.1123, 7.7863, 7.8292
Si, 8.3745, 5.5629, 8.3253
Si, 1.4597, 3.2264, 10.0206
Si, 3.4322, 2.004, 9.4276
Si, 1.1178, 9.7754, 9.3601
Si, 2.7644, 5.0699, 9.8318
Si, 6.7338, 4.3462, 9.4859
Si, 9.6186, 0.919, 9.8047
Si, 6.9062, 9.3748, 9.6956
Si, 9.3747, 7.3903, 9.6398
Si, -3.5503, -2.3784, 15.9025
Si, 1.7202, 3.7345, 13.2045
Si, 1.0524, 7.4474, 11.2063
Si, -0.3391, 4.8501, 15.4611
Si, 6.7536, 3.4096, 12.3892
Si, 5.1534, 5.5102, 11.452
Si, 8.5024, 11.9706, 12.9057
Si, 7.8739, 5.6118, 16.4569
Si, -5.9081, -0.9204, 16.7255
Si, 4.0453, 1.8428, 12.5728
Si, 3.0159, 6.5994, 13.0867
Si, 4.9138, -2.422, 14.3201
Si, 5.1804, 4.8734, 17.511
Si, 11.5164, 7.8875, 16.0722
Si, -1.0884, 4.2646, 18.264
Si, 4.5181, 1.8278, 18.2072
Si, 3.3196, 7.4885, 17.6467
Si, 9.7956, 10.0994, 15.0668
Si, 10.148, -1.0681, 17.9201
Si, 5.8529, 10.4297, 12.4175
O, 0.2222, -0.2478, -1.5865
O, 0.248, -4.4975, -4.9644
O, 1.7434, 4.05, -0.4627
O, 3.1594, 2.0624, -1.4531
O, -0.2595, 5.3463, -1.3624
O, 2.7209, 7.6197, -1.379
O, -4.6887, 7.5727, 1.5871
O, 6.6634, 9.7458, -0.4602
O, 7.9799, -3.4928, -0.2938
O, 5.6287, 1.2808, -1.2476
O, 11.0959, 9.0567, -5.579
O, 4.4575, 0.5654, -3.3774
O, 5.7709, 5.1413, -1.545
O, 4.7934, 3.2605, -3.099
O, 8.7685, 9.4291, -1.8699
O, 6.1763, 7.7507, -5.4877
O, 1.6083, 7.3377, 12.7413
O, 1.1089, 3.4828, 11.7084
O, -1.8038, 1.0943, 11.3821
O, 3.8185, 1.6913, 10.9859
O, 1.6079, 8.8743, 10.6674
O, 0.031, 10.8014, 10.055
O, 2.6888, 5.0451, 13.412
O, 1.7683, 6.2219, 10.4421
O, 7.1205, 3.3463, 10.7896
O, 6.0409, 5.7475, 10.1079
O, 8.0023, 2.6653, 13.1785
O, 8.1585, -2.4889, 10.1641
O, 6.2676, 10.3551, 10.8521
O, 9.623, 11.3091, 13.9499
O, 5.6193, 8.4739, 9.2629
O, 10.3175, 7.2302, 11.0263
O, -5.4869, 2.6767, 12.8691
O, -2.4718, 4.9725, 17.8337
O, 3.9627, 4.5019, 10.8953
O, 2.7592, 2.4419, 13.4171
O, -3.7153, 11.071, 13.1388
O, 3.9763, 5.9959, 17.3383
O, 0.4817, 3.9988, 14.2953
O, 3.6959, 7.396, 14.3187
O, 6.2371, 4.9758, 12.5846
O, 6.3159, 5.1275, 16.341
O, 13.0768, 7.8019, 16.5054
O, 15.0924, 6.724, 11.9645
O, 4.5025, 0.3215, 12.9149
O, 7.9826, 7.2308, 16.671
O, -1.6065, 2.9692, 19.1437
O, -6.4249, -1.1284, 15.193
O, 4.3926, -2.1614, 17.593
O, 5.5055, -1.9677, 12.8832
O, 9.8896, -0.1515, 16.5799
O, 8.4655, 9.162, 14.9562
O, -1.9837, 5.0828, 15.2577
O, 6.6061, 9.7208, 16.7402
O, 10.7493, 8.3737, 17.4265
O, -0.2161, 4.0124, 16.8775

Results
free energy: -35882.089 eV
free energy less fixed offsets of O -463.61, Si -117.95 eV per atom: -12.129 eV
pressure: -2.46 GPa
stress xx, yy, zz, yz, xz, xy (GPa, positive in tension): 2.46, 2.47, 2.45, 0.43, -1.57, -0.97

Forces (eV/angstrom), in the order of the atoms: element, x, y, z
Si, -0.4708, 0.7277, -0.5603
Si, -0.3275, 0.2872, -0.7723
Si, -0.2101, 0.0975, -0.7523
Si, 0.2681, -0.8355, -0.5908
Si, 0.481, -0.3188, -0.3399
Si, 0.6794, -0.4871, -0.5822
Si, -0.661, 0.3697, -0.6628
Si, -0.0094, -0.4291, -0.0757
Si, -0.0084, 0.0908, -0.0169
Si, -0.1238, -0.051, -0.0475
Si, -0.1411, -0.3385, 0.1261
Si, 0.0532, 0.2484, -0.0842
Si, -0.11, 0.1805, -0.1944
Si, 0.3311, 0.2162, -0.1391
Si, 0.6159, 0.1135, -0.0726
Si, -0.0921, -0.1694, -0.1456
Si, -0.0833, -0.0445, -0.0202
Si, -0.1454, -0.0846, 0.0967
Si, 0.1015, 0.0282, 0.0527
Si, 0.1863, -0.1158, -0.0116
Si, -0.0109, 0.0355, 0.2394
Si, -0.0173, -0.0991, 0.073
Si, 0.5802, -0.0958, -0.6138
Si, -0.287, 0.24, -0.0243
Si, 0.0147, 0.0186, -0.1517
Si, 0.1271, -0.0081, -0.0675
Si, -0.0471, 0.0396, -0.0101
Si, -0.2057, -0.1407, 0.0865
Si, -0.0387, 0.0278, -0.0023
Si, 0.1198, 0.019, 0.0945
Si, -0.0565, -0.0543, -0.0595
Si, 0.008, -0.0368, 0.0711
Si, -0.1784, 0.0252, 0.0998
Si, 0.061, -0.0264, 0.152
Si, -0.0017, 0.0665, -0.0987
Si, 0.0531, -0.0653, -0.1912
Si, -0.1047, -0.0274, -0.0346
Si, -0.1124, -0.0105, -0.0372
Si, -0.0587, 0.017, -0.1755
Si, 0.0719, 0.0252, 0.0615
Si, -0.0741, -0.0112, 0.0407
Si, -0.1013, 0.0888, -0.1672
Si, -0.0166, 0.0323, 0.2479
Si, -0.0922, 0.0246, -0.0584
Si, 0.1202, 0.0888, 0.0124
Si, 0.0617, -0.1047, 0.1142
Si, -0.0068, -0.0468, 0.1318
Si, 0.0514, 0.199, -0.1446
Si, -0.1533, -0.1239, -0.2189
Si, 0.1703, 0.1721, 0.257
Si, 0.0661, -0.117, 0.0657
Si, 0.1094, 0.0869, -0.0619
Si, 0.0361, 0.1436, 0.0594
Si, -0.0412, -0.0973, 0.2563
Si, 0.1651, 0.3003, 0.6433
Si, -0.0999, 0.2593, 0.0429
Si, 0.1926, 0.5419, 0.6869
Si, 0.1638, -1.0202, 0.5253
Si, 0.0079, -0.1691, 0.7002
Si, -0.2907, 0.4548, 0.4072
Si, 0.1045, -0.2254, 0.3157
Si, -0.0022, -0.3409, 0.7023
Si, -0.1208, 0.092, 0.1568
Si, 0.1288, 0.017, 0.5942
Si, 0.0557, -0.1573, -0.2619
Si, 0.2683, -0.0339, 0.5119
Si, 0.2079, -0.1667, 0.425
Si, -0.0902, 0.1899, -0.1669
Si, -0.0086, -0.1759, 0.529
Si, -0.2325, 0.363, 0.4515
Si, 0.0265, -0.0029, 0.4432
Si, -0.0216, 0.2016, -0.2207
Si, 0.1161, 0.0038, -0.4748
Si, -0.032, -0.2727, 0.1737
Si, 0.0437, 0.1332, 0.6448
Si, -0.0037, -0.1697, -0.0566
Si, 0.0806, 0.0744, -0.4526
Si, -0.0768, 0.0454, -0.2944
Si, 0.1073, 0.2422, -0.3671
Si, -0.0753, -0.099, -0.4695
Si, 0.0951, 0.0228, -0.6387
Si, -0.0321, -0.1878, -0.2108
Si, 0.0025, -0.0505, -0.6024
Si, -0.2263, -0.3934, 0.5691
O, 0.2382, -0.3594, 0.5714
O, -0.0321, -0.0761, 0.1562
O, 0.0415, -0.0823, 0.6209
O, 0.088, 0.147, 0.5857
O, 0.1131, -0.3098, 0.4536
O, -0.1952, 0.5714, 0.5806
O, -0.2096, 0.0085, 0.2793
O, 0.1787, 0.1822, 0.099
O, -0.2188, 0.2314, 0.3936
O, -0.1461, -0.1507, 0.3972
O, -0.1904, -0.0441, 0.3303
O, 0.0558, 0.2181, 0.4003
O, 0.1503, -0.166, 0.1593
O, 0.0452, -0.1628, 0.4491
O, 0.0803, 0.0346, 0.2838
O, -0.0346, 0.337, 0.0924
O, -0.0409, -0.0978, -0.6144
O, 0.1099, -0.2913, -1.0185
O, 0.1764, -0.0231, -0.8429
O, 0.0216, 0.1849, -0.0704
O, -0.181, 0.0638, -0.5747
O, -0.1538, 0.1841, -0.4919
O, -0.1462, 0.005, -0.2911
O, 0.2509, 0.0828, 0.1313
O, -0.1827, 0.4738, -0.4166
O, 0.025, -0.4646, 0.0598
O, -0.188, -0.084, -0.4065
O, -0.1941, -0.0001, -0.3058
O, 0.2179, -0.2304, -0.2852
O, -0.2349, 0.0089, -0.0752
O, 0.0818, -0.2323, -0.3168
O, 0.0016, 0.0564, -0.5557
O, 0.1388, 0.0513, -0.3121
O, 0.1604, -0.0295, 0.0675
O, -0.0867, 0.3473, -0.2919
O, 0.0436, 0.2072, -0.3959
O, 0.0093, 0.0351, -0.3614
O, 0.0575, 0.1674, 0.2719
O, 0.0898, 0.0345, -0.1121
O, 0.043, -0.0679, -0.4279
O, -0.2506, -0.0747, -0.4516
O, -0.0738, -0.0137, 0.4155
O, 0.0238, -0.046, 0.3814
O, 0.1443, -0.2673, -0.0692
O, 0.1617, 0.1668, -0.3153
O, -0.0908, -0.0792, -0.0035
O, -0.6243, 0.1965, 0.6644
O, 0.2457, -0.1985, 0.3041
O, -0.1188, -0.0871, 0.1405
O, 0.0611, 0.368, 0.0595
O, 0.0193, -0.3712, 0.1947
O, 0.1167, 0.1347, 0.2954
O, 0.1604, -0.0016, 0.3478
O, -0.2781, -0.1662, -0.0744
O, 0.0172, 0.2663, 0.115
O, -0.3252, 0.1653, 0.3264
